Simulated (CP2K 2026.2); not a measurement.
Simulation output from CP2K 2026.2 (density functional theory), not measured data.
Periodic cell of 534 atoms, Si358O176, from a study of silicon, its oxide and their interface. The atomic structure is a simulated model.
Doubt: the forces sum to 2.20 eV/angstrom along one axis rather than to zero, so they err by at least 0.0041 eV/angstrom per atom on average; the grid cutoff is modest.

Settings
functional: PBE
method: Gaussian and plane waves
basis set: DZVP-MOLOPT-SR-GTH
pseudopotentials: GTH-PBE
grid cutoff: 350 Ry, relative cutoff 50 Ry
k points: Gamma only
occupations: fixed
spin: none
net charge: 0

Cell vectors (angstrom)
a	16.32	0	0
b	0	16.32	0
c	0.3239	-0.8013	35.0891

Atoms and the computed forces on them: element, x, y, z (angstrom), force x, y, z (eV/angstrom)
Si	15.725	-0.432	34.764	-0.384	0.111	0.501
Si	3.273	2.753	0.091	-0.086	-0.276	0.569
Si	16.344	4.803	34.981	0.156	-0.221	0.753
Si	2.56	7.995	0.578	0.027	0.088	0.715
Si	0.407	10.169	0.106	-0.197	0.258	0.802
Si	3.084	12.385	34.979	-0.122	0.17	0.691
Si	5.618	15.841	0.139	-0.279	0.354	0.799
Si	8.136	2.041	35.027	0.404	-0.286	0.804
Si	6.086	4.443	35.061	-0.23	0.307	0.736
Si	8.833	7.665	0.014	-0.171	0.005	0.783
Si	5.227	10.054	34.803	0.385	-0.124	0.767
Si	8.272	12.888	34.978	0.267	-0.561	0.715
Si	11.034	15.245	34.94	0.225	0.109	0.748
Si	14.343	1.51	35.061	-0.009	-0.326	0.509
Si	11.338	4.624	34.985	-0.009	-0.305	0.729
Si	13.843	7.762	0.312	0.021	-0.031	0.652
Si	11.957	9.034	34.818	-0.111	0.401	0.798
Si	14.503	12.504	34.608	-0.264	-0.038	0.843
Si	1.661	1.266	1.076	0.271	0.218	0.379
Si	4.335	4.131	1.525	0.121	0.04	0.007
Si	1.211	6.475	1.564	-0.047	-0.116	-0.024
Si	4.144	9.405	1.443	0.079	0.042	-0.037
Si	1.351	11.979	1.298	0.007	-0.047	-0.049
Si	4.018	14.641	1.288	-0.015	-0.053	-0.016
Si	6.811	1.198	1.305	0.014	-0.041	-0.014
Si	9.643	3.858	1.094	-0.027	0.007	-0.046
Si	7.016	6.743	1.215	0.017	-0.003	-0.041
Si	9.946	9.194	1.338	0.005	0.059	-0.061
Si	6.809	11.878	0.926	-0.028	-0.056	-0.035
Si	9.632	14.592	1.291	-0.064	-0.017	-0.015
Si	12.19	1.2	1.062	-0.036	0.032	-0.02
Si	15.109	3.89	1.292	0.062	0.031	0.022
Si	12.372	6.459	1.506	-0.036	-0.022	-0.076
Si	15.152	9.209	1.521	-0.006	-0.008	-0.085
Si	12.641	11.795	0.81	-0.03	0.045	-0.035
Si	14.86	14.888	1.128	0.062	-0.042	-0.035
Si	0.243	2.535	2.557	0.018	-0.003	-0.013
Si	2.747	16.106	2.576	0.02	0.017	0.012
Si	0.048	7.881	2.956	0.031	0.004	0.075
Si	2.776	5.26	2.799	-0.016	0.019	0.021
Si	16.313	13.495	2.499	-0.017	-0.02	0.009
Si	2.746	10.728	2.766	-0.041	-0.021	0.018
Si	5.558	2.549	2.752	-0.023	-0.016	0.06
Si	8.271	16.099	2.581	-0.049	-0.046	0
Si	5.626	8.032	2.633	-0.017	-0.02	-0.006
Si	8.303	5.24	2.547	0.032	0.02	0.05
Si	5.518	13.246	2.505	0.004	-0.02	0.005
Si	8.313	10.618	2.395	-0.039	-0.01	-0.038
Si	10.924	2.506	2.545	0.002	0.026	-0.047
Si	13.511	16.146	2.534	0.039	0.048	0.007
Si	11.084	7.87	2.841	0.001	-0.032	0.016
Si	13.739	5.1	2.771	0.022	0.009	0.016
Si	11.139	13.165	2.372	0.133	0.042	-0.009
Si	13.739	10.683	2.605	-0.053	-0.044	0.027
Si	1.491	3.814	4.093	-0.037	-0.009	-0.001
Si	4.139	1.127	3.977	0.001	0.026	-0.01
Si	1.468	9.308	4.136	0.023	0.041	-0.005
Si	4.217	6.667	4.011	0.001	0.01	-0.035
Si	1.395	14.759	3.936	0.029	-0.042	-0.02
Si	4.191	12.042	4.029	0.02	-0.018	0.015
Si	6.983	3.896	4.012	-0.002	0.003	-0.03
Si	9.62	1.125	3.95	-0.019	0.03	0.017
Si	7.001	9.351	3.951	0.039	0.007	0.011
Si	9.612	6.528	4.045	-0.013	-0.017	-0.009
Si	6.878	14.683	3.87	-0.017	0.001	-0.032
Si	9.669	11.966	3.812	0.021	-0.035	0.004
Si	12.299	3.769	4.014	-0.033	0.004	0.014
Si	15.045	1.152	3.841	0.021	-0.006	-0.025
Si	12.423	9.327	4.053	0.008	-0.013	0.019
Si	14.99	6.506	4.188	-0.015	0.017	-0.003
Si	12.291	14.663	3.877	-0.041	-0.039	-0.018
Si	15.045	12.097	3.944	0.054	0.024	-0.004
Si	0.106	-0.233	10.807	0.002	-0.006	0.009
Si	2.827	2.487	10.783	0.004	0.001	0.007
Si	0.106	5.215	10.787	0	0.015	0
Si	2.827	7.932	10.789	0.006	-0.001	0.002
Si	0.103	10.658	10.79	0	-0.006	-0.002
Si	2.832	13.373	10.787	0.001	0.009	-0.009
Si	5.544	-0.235	10.766	0.005	-0.012	-0.008
Si	8.279	2.479	10.782	-0.001	0.002	-0.003
Si	5.557	5.196	10.8	-0.011	-0.001	0.002
Si	8.269	7.927	10.81	0.004	-0.016	0.005
Si	5.543	10.657	10.8	-0.006	0.006	0.001
Si	8.252	13.366	10.768	-0.006	0.008	-0.008
Si	10.975	-0.241	10.796	-0.008	-0.005	0.001
Si	13.703	2.484	10.818	0.012	0.011	0.012
Si	10.983	5.189	10.799	-0.007	0.004	-0.001
Si	13.71	7.926	10.784	0.002	0.007	-0.01
Si	10.981	10.644	10.796	0.007	-0.007	0.003
Si	13.696	13.372	10.791	-0.011	-0.003	-0.001
Si	1.476	1.134	12.155	-0.003	0.001	-0.001
Si	4.184	3.839	12.15	-0.003	-0.001	-0.003
Si	1.465	6.576	12.149	0.008	0.027	-0.007
Si	4.18	9.281	12.154	-0.014	-0.02	0
Si	1.475	12.011	12.15	0.018	0.008	0.003
Si	4.189	14.737	12.144	0.005	0.012	0.004
Si	6.903	1.122	12.128	-0.002	0.003	-0.006
Si	9.627	3.833	12.17	0.009	0.01	0.006
Si	6.919	6.554	12.166	-0.003	0.01	0.001
Si	9.637	9.274	12.167	-0.014	0	0.008
Si	6.9	12.025	12.155	0.009	-0.009	0.004
Si	9.61	14.707	12.14	-0.009	-0.015	-0.004
Si	12.334	1.12	12.167	-0.01	-0.012	0.002
Si	15.066	3.869	12.161	0.003	-0.015	0.004
Si	12.357	6.558	12.143	0.008	-0.001	-0.004
Si	15.068	9.28	12.15	0	-0.009	0.009
Si	12.344	12.003	12.15	0.012	0.005	-0.009
Si	15.051	14.733	12.155	-0.001	-0.008	-0.006
Si	16.423	2.495	13.5	0.013	0.013	0
Si	2.862	-0.204	13.515	-0.007	-0.004	0.006
Si	16.437	7.934	13.527	0.003	-0.033	0.009
Si	2.818	5.204	13.499	0.006	-0.013	0.004
Si	16.433	13.384	13.494	-0.005	0.005	0.001
Si	2.815	10.632	13.522	0.009	-0.012	0.006
Si	5.548	2.475	13.504	-0.009	0.001	0.01
Si	8.251	-0.247	13.484	0.007	-0.006	-0.012
Si	5.546	7.915	13.504	-0.005	-0.005	-0.004
Si	8.264	5.185	13.544	-0.008	0.006	0.001
Si	5.523	13.372	13.524	-0.006	0.008	-0.003
Si	8.271	10.656	13.497	-0.012	0.01	-0.01
Si	11.002	2.494	13.54	-0.008	-0.005	0.014
Si	13.685	-0.245	13.532	0.029	-0.004	0.013
Si	10.993	7.888	13.518	0.02	0.004	-0.005
Si	13.725	5.242	13.538	0.006	0.026	0.011
Si	10.973	13.352	13.506	-0.01	-0.007	0.005
Si	13.697	10.632	13.503	-0.005	-0.002	-0.01
Si	1.464	3.844	14.867	-0.02	0.007	0.02
Si	4.215	1.145	14.917	0.022	-0.004	-0.001
Si	1.453	9.292	14.915	0.012	0.004	0.013
Si	4.198	6.535	14.856	0.02	0.012	0.021
Si	1.475	14.768	14.838	0.006	0.013	0.007
Si	4.172	11.982	14.884	0.005	-0.007	0.006
Si	6.886	3.813	14.892	-0.018	0.003	-0.008
Si	9.617	1.099	14.841	-0.011	-0.008	0.014
Si	6.896	9.306	14.836	0.006	-0.006	-0.037
Si	9.646	6.528	14.905	-0.01	-0.024	0.017
Si	6.879	14.752	14.869	-0.017	0.012	0.008
Si	9.637	11.982	14.882	0.012	-0.018	0.003
Si	12.376	3.877	14.897	0.015	0.013	0.025
Si	15.05	1.151	14.856	-0.036	0.003	-0.017
Si	12.347	9.253	14.868	0.005	0.006	0.006
Si	15.1	6.592	14.925	-0.018	0.026	0.007
Si	12.314	14.7	14.886	-0.038	0.006	-0.007
Si	15.083	11.994	14.827	0.019	-0.008	-0.008
Si	16.446	-0.168	16.187	-0.001	0.005	0.006
Si	2.834	2.524	16.248	0.016	0.015	0.016
Si	16.447	5.177	16.27	0.003	-0.015	0.004
Si	2.864	7.906	16.208	0.004	-0.003	-0.004
Si	16.388	10.673	16.272	-0.036	0.007	0
Si	2.771	13.354	16.187	-0.022	-0.019	-0.029
Si	5.566	-0.218	16.308	0.027	0.024	0.042
Si	8.237	2.406	16.211	-0.018	0	-0.02
Si	5.504	5.153	16.259	-0.024	-0.014	0.005
Si	8.238	7.931	16.166	0	-0.006	-0.03
Si	5.574	10.643	16.249	0.01	0.028	-0.001
Si	8.259	13.384	16.173	-0.008	-0.027	-0.032
Si	10.966	-0.221	16.236	0.022	-0.033	0.018
Si	13.752	2.533	16.262	0.026	-0.002	0.02
Si	11.002	5.169	16.312	-0.037	-0.024	0.026
Si	13.751	7.991	16.273	0.046	0.007	0.009
Si	10.954	10.552	16.246	-0.083	-0.003	0.001
Si	13.692	13.288	16.178	0.036	-0.019	0.036
Si	1.469	1.197	17.609	-0.03	0.017	-0.01
Si	4.128	3.854	17.711	-0.015	0	-0.007
Si	1.54	6.53	17.569	0.004	0.002	-0.009
Si	4.214	9.251	17.582	0.034	-0.001	0.011
Si	1.378	12.09	17.614	-0.001	0.073	-0.029
Si	4.141	14.667	17.527	0.006	-0.026	-0.026
Si	6.953	1.131	17.732	-0.017	-0.001	0.013
Si	9.603	3.679	17.591	0.047	-0.01	-0.01
Si	6.913	6.554	17.493	-0.006	0.018	-0.02
Si	9.553	9.198	17.623	0.023	0.041	-0.021
Si	6.959	12.041	17.573	0.003	-0.032	-0.022
Si	9.576	14.723	17.561	-0.025	0.028	-0.03
Si	12.326	1.198	17.559	-0.02	0.014	-0.018
Si	15.167	3.803	17.716	0.026	-0.029	0.017
Si	12.438	6.578	17.594	0.017	0.038	0.067
Si	15.033	9.394	17.729	-0.044	-0.006	-0.008
Si	12.398	11.843	17.562	0.035	-0.046	-0.04
Si	15.042	14.753	17.417	0.001	0.01	-0.042
Si	0.311	2.573	19.188	0.004	0.047	0.065
Si	2.712	-0.343	18.836	-0.02	-0.01	0.042
Si	0.179	7.893	18.831	0.023	0.001	0.027
Si	2.815	5.305	19.129	0.033	0.007	0.099
Si	16.238	13.476	18.938	0.018	-0.091	0.044
Si	2.829	10.695	18.816	0.05	-0.005	0.042
Si	5.468	2.458	19.072	-0.013	-0.009	0.061
Si	8.326	-0.302	19.113	0.002	-0.003	0.066
Si	5.545	7.804	18.942	-0.443	-0.206	-0.37
Si	8.243	5.138	18.802	-0.006	-0.004	0.044
Si	5.548	13.378	18.897	-0.021	0.039	0.058
Si	8.386	10.767	18.964	0.023	0.002	0.03
Si	10.947	2.362	19.09	-0.079	0.005	-0.012
Si	13.813	-0.115	18.75	0.021	0	0.047
Si	10.879	7.751	18.928	-0.15	-0.314	-0.442
Si	13.74	5.151	18.995	0.036	0.03	-0.017
Si	11.122	13.379	18.685	0.003	0.051	-0.003
Si	13.65	10.721	19.274	0.068	-0.122	0.055
Si	1.693	3.988	20.726	-0.203	-0.069	-0.802
Si	4.254	0.712	20.162	-0.137	0.341	-0.775
Si	1.4	9.409	20.09	0.146	-0.234	-0.707
Si	4.466	6.396	20.455	-0.286	0.133	-0.715
Si	1.057	15.023	20.244	0.083	-0.081	-0.802
Si	4.342	11.856	20.164	-0.056	0.078	-0.782
Si	6.663	4.151	20.199	-0.09	-0.148	-0.73
Si	10.087	0.555	20.518	-0.192	0.266	-0.681
Si	6.881	10	20.608	0.516	0.175	0.166
Si	10.104	5.866	20.052	0.122	-0.279	-0.604
Si	6.595	14.93	20.314	0.339	-0.266	-0.76
Si	9.823	12.171	20.132	0.131	-0.221	-0.616
Si	11.958	4.158	20.195	-0.221	0.22	-0.56
Si	15.278	0.987	20.219	0.055	0.092	-0.719
Si	12.799	8.978	20.825	0.129	0.908	-0.158
Si	14.987	6.769	20.199	0.249	-0.437	-0.687
Si	12.413	14.819	19.929	0.033	0.063	-0.605
Si	14.514	12.643	20.356	0.089	-0.223	-0.671
Si	2.328	12.98	22.274	-0.133	0.004	-0.43
Si	3.551	2.211	22.474	-0.007	0.119	-0.144
Si	0.337	6.02	22.722	0.035	-0.087	-0.266
Si	6.36	8.831	25.402	-0.053	0.057	-0.269
Si	15.575	9.907	24.65	-0.047	-0.002	-0.099
Si	2.169	14.279	24.939	-0.063	-0.017	-0.118
Si	9.529	-0.187	23.385	0.01	0.173	-0.282
Si	9.892	2.772	26.195	0.008	0.106	-0.12
Si	8.106	4.026	22.874	0.188	0.193	-0.243
Si	7.5	9.407	22.772	-0.181	0.389	-0.595
Si	7.726	6.766	23.864	-0.013	-0.048	-0.1
Si	7.739	0.626	25.727	-0.043	0.045	-0.228
Si	13.501	2.582	22.408	-0.08	0.111	-0.232
Si	11.874	1.182	24.675	0.096	0.075	-0.027
Si	2.806	7.998	22.558	0.118	-0.048	-0.165
Si	11.03	8.751	26.132	0.032	-0.047	-0.089
Si	16.228	11.054	22.03	-0.017	0.096	-0.02
Si	0.369	0.316	24.981	-0.036	0.079	-0.042
Si	6.066	2.528	24.232	-0.108	-0.114	-0.121
Si	4.351	4.092	26.079	0.012	0.024	-0.133
Si	6.919	10.488	27.865	-0.091	0.06	-0.053
Si	0.323	12.112	26.257	-0.11	-0.05	-0.117
Si	15.524	0.814	29.335	0.024	-0.103	0.088
Si	3.846	14.618	27.302	-0.029	0.083	0.11
Si	11.273	3.271	29.011	0.016	-0.003	0.125
Si	10.204	5.903	23.001	-0.002	-0.033	-0.11
Si	9.616	11.357	22.988	-0.019	-0.012	-0.268
Si	3.46	9.451	25.375	-0.052	0.049	-0.281
Si	10.902	11.815	25.756	-0.012	0.027	-0.145
Si	14.342	0.857	26.479	-0.004	0.073	-0.12
Si	1.844	2.691	25.058	0.006	-0.061	-0.028
Si	12.455	7.686	23.684	0.121	-0.022	-0.359
Si	13.464	10.285	29.266	0.02	0.157	0.097
Si	1.15	9.753	32.285	0.047	0.071	0.201
Si	10.761	2.051	31.464	-0.113	0.146	0.135
Si	15.465	2.697	24.468	-0.084	-0.112	-0.111
Si	2.166	0.9	31.835	0.062	0.197	0.091
Si	6.912	14.985	28.099	0.091	0.038	0.108
Si	15.191	6.963	25.225	-0.009	-0.025	-0.051
Si	4.178	8.665	32.243	-0.061	0.048	0.342
Si	7.022	0.104	30.911	-0.044	-0.067	0.213
Si	8.335	13.712	22.14	-0.205	0.052	-0.018
Si	4.45	3.065	28.716	-0.192	-0.011	0.133
Si	8.062	4.492	27.385	-0.186	-0.078	-0.109
Si	4.124	11.582	27.25	0.044	-0.083	-0.144
Si	9.558	7.092	28.064	-0.001	0.132	-0.15
Si	7.267	2.757	29.692	-0.044	-0.002	0.068
Si	13.78	11.532	26.354	0.112	0.059	-0.153
Si	14.903	6.209	28.357	0.205	-0.047	-0.134
Si	14.29	3.653	29.931	-0.08	0.001	0.192
Si	12.35	7.657	28.49	0.041	0.125	-0.046
Si	9.121	12.645	28.023	0.077	0.059	0.057
Si	2.371	0.697	28.918	-0.042	0.068	-0.07
Si	4.841	0.382	33.065	0.153	0.132	0.03
Si	5.175	5.747	28.082	-0.011	0.036	0.129
Si	4.136	5.723	33.2	0.115	-0.008	0.146
Si	0.834	12.654	32.85	-0.024	0.048	0.193
Si	1.893	10.01	27.719	-0.003	0.011	-0.083
Si	9.031	0.164	32.914	-0.044	-0.035	0.298
Si	9.285	4.485	30.906	0.066	-0.121	0.14
Si	5.806	8.31	29.851	0.008	-0.155	0.096
Si	8.431	7.437	30.706	0.028	-0.059	0.164
Si	9.724	11.676	32.853	0.023	0.09	0.013
Si	11.189	12.249	30.373	0.015	-0.017	0.116
Si	13.208	3.274	32.738	0.029	0.165	0.293
Si	16.054	15.401	31.863	-0.171	-0.188	0.104
Si	9.593	8.841	32.977	0.139	-0.18	0.284
Si	2.036	3.634	33.026	-0.1	0.048	0.173
Si	12.144	13.247	32.929	0.01	-0.031	0.076
Si	16.146	8.847	29.713	-0.155	0.088	0.096
O	0.415	13.907	31.876	0.022	-0.164	-0.603
O	15.196	15.428	33.254	-0.639	-0.285	-0.28
O	2.557	2.883	34.346	-0.41	0.064	0.229
O	4.892	1.547	34.206	0.661	0.125	0.121
O	0.663	4.351	33.529	-0.331	-0.139	-0.698
O	0.747	0.819	28.773	0.126	-0.095	-0.331
O	3.098	4.719	32.48	0.09	-0.152	-0.943
O	3.555	6.163	34.621	0.02	-0.122	0.341
O	16.605	9.63	33.656	-0.428	-0.075	-0.25
O	1.906	8.266	34.936	0.178	0.062	-0.52
O	4.241	11.328	34.484	-0.035	0.181	-0.419
O	2.21	12.964	33.7	-0.032	0.483	-0.337
O	7.139	14.014	34.918	-0.136	-0.083	-0.244
O	5.358	15.351	33.741	-0.211	-0.329	-0.381
O	8.273	1.448	33.515	0.006	0.161	-0.561
O	10.237	0.641	31.986	0.408	-0.451	-0.12
O	5.504	4.942	33.602	0.092	-0.319	-0.61
O	7.189	3.313	34.72	0.214	-0.085	-0.144
O	8.727	7.736	33.783	-0.569	-0.081	-0.517
O	8.478	7.664	29.1	-0.272	0.32	-0.104
O	6.476	9.553	29.087	0.087	0.035	0.358
O	5.216	9.257	33.365	0.484	-0.088	-0.458
O	11.168	12.07	33.516	0.366	-0.329	0.324
O	8.696	12.792	33.386	-0.128	0.315	-0.443
O	9.656	-0.565	34.204	-0.289	0	0.145
O	11.933	14.624	33.729	0.527	0.198	-0.276
O	1.024	-0.136	34.942	0.065	0.095	-0.369
O	14.201	2.389	33.66	0.214	-0.08	-0.185
O	10.192	5.715	34.523	-0.12	-0.01	-0.369
O	12.299	4.241	33.7	0.071	0.272	-0.522
O	15.195	5.934	34.598	-0.038	-0.112	-0.632
O	13.173	7.953	34.534	-0.101	0.197	-0.318
O	9.055	10.312	33.389	-0.396	-0.032	0.477
O	11.17	8.933	33.37	0.389	-0.116	-0.697
O	16.006	12.296	33.964	0.357	0.011	-0.044
O	13.655	12.792	33.234	0.113	-0.166	-0.398
O	3.036	3.423	21.508	0.29	0.145	-0.138
O	0.791	4.647	21.946	-0.171	-0.115	0.119
O	5.462	-0.273	20.588	0.017	-0.078	0.539
O	3.395	0.911	21.544	-0.342	-0.368	0.334
O	2.236	8.975	21.414	0.226	-0.01	0.049
O	16.458	10.328	20.606	-0.619	0.094	-0.211
O	5.58	5.236	20.811	-0.027	-0.183	0.171
O	4.032	7.15	21.87	0.166	0.071	0.168
O	1.648	14.242	21.536	0.017	-0.03	0.424
O	2.786	13.429	23.737	0.436	-0.223	0.352
O	5.477	10.818	20.719	-0.261	0.1	0.105
O	3.634	12.512	21.466	0.049	0.175	0.554
O	7.678	3.645	21.369	0.329	-0.21	0.097
O	9.707	4.331	23.01	0.526	-0.542	-0.073
O	9.553	0.806	22.068	-0.226	0.339	0.357
O	10.38	12.759	29.068	0.164	0.354	-0.364
O	9.023	9.869	23.172	0.48	-0.528	0.134
O	7.476	7.791	22.645	-0.079	-0.203	-0.553
O	11.323	8.724	20.206	-0.448	0.135	-0.077
O	9.737	6.44	21.547	-0.379	0.518	0.27
O	6.929	14.444	21.865	-0.433	0.249	0.393
O	11.331	15.788	20.723	-0.035	-0.156	0.14
O	8.793	13.358	20.626	-0.37	0.493	-0.504
O	10.381	11.511	21.548	0.646	-0.398	0.247
O	12.509	3.621	21.67	0.108	0.004	0.373
O	12.728	1.535	23.354	-0.202	-0.538	-0.215
O	14.359	1.718	21.349	0.012	0.048	0.005
O	16.315	-0.162	20.801	0.17	0.126	0.33
O	13.752	7.808	20.283	-0.069	-0.194	-0.388
O	12.761	8.716	22.446	0.271	0.265	0.514
O	15.98	5.982	24.196	-0.184	-0.287	0.409
O	15.54	6.64	21.727	-0.229	0.204	0.452
O	13.394	13.787	20.775	-0.141	0.1	0.626
O	11.009	2.513	25.046	0.136	0.383	-0.263
O	15.683	9.908	23.036	-0.153	-0.276	-0.016
O	15.096	12.185	21.822	-0.331	0.045	0.708
O	1.235	15.46	24.346	0.032	-0.101	-0.403
O	1.295	11.751	22.444	0.305	-0.428	0.524
O	5.104	2.209	22.957	0.365	-0.212	-0.087
O	2.589	2.146	23.742	-0.032	-0.132	0.225
O	4.362	5.612	26.665	-0.41	0.349	-0.309
O	2.812	3.708	25.814	-0.374	0.408	0.062
O	6.967	7.338	25.166	-0.327	-0.44	0.623
O	3.159	8.936	23.849	0.121	0.28	0.099
O	15.882	8.44	25.249	0.237	-0.038	0.554
O	1.651	6.936	22.917	0.102	0.1	0.137
O	3.016	-0.544	28.096	-0.126	-0.119	-0.233
O	15.451	-0.197	25.894	-0.008	-0.512	0.013
O	8.226	-0.049	24.331	-0.53	-0.115	-0.259
O	3.421	14.874	25.76	0.297	0.396	-0.129
O	9.014	1.438	26.28	0.016	-0.274	0.503
O	10.804	3.094	27.492	0.141	0.258	-0.196
O	7.251	5.311	23.373	-0.436	0.09	0.022
O	7.585	2.785	23.743	0.465	-0.481	0.371
O	6.598	8.536	19.963	0.32	-0.163	0.195
O	9.322	6.649	24.135	0.216	0.497	0.445
O	6.506	9.719	24.039	-0.254	0.657	0.102
O	7.184	9.562	26.569	0.645	0.073	0.04
O	9.821	12.721	26.552	-0.054	0.491	-0.14
O	5.717	11.54	27.53	0.002	0.265	0.174
O	14.505	3.414	23.393	0.034	0.557	0.25
O	14.756	2.346	25.901	0.007	0.535	0.248
O	11.759	6.278	23.202	0.422	-0.458	-0.037
O	10.863	-0.01	24.272	0.111	-0.534	0.42
O	13.725	7.226	24.568	0.038	0.043	0.058
O	10.597	11.792	24.172	0.373	0.052	0.033
O	8.285	12.321	22.959	-0.449	-0.27	0.654
O	15.604	7.411	29.194	-0.033	-0.144	0.296
O	15.224	6.329	26.741	-0.021	-0.026	0.072
O	0.5	3.535	24.733	-0.149	0.487	0.12
O	1.185	13.403	25.878	-0.239	0.332	0.318
O	6.33	1.379	25.349	-0.198	-0.227	0.364
O	6.713	15.533	29.614	-0.143	-0.126	0.073
O	5.339	3.853	24.838	-0.085	0.482	-0.362
O	4.906	3.033	27.171	0.616	-0.448	-0.075
O	0.968	11.331	27.505	-0.171	0.317	0.54
O	2.21	9.131	26.37	-0.432	-0.47	0.001
O	4.81	8.67	25.819	0.102	-0.376	0.091
O	14.133	10.43	25.198	-0.442	-0.229	-0.252
O	15.988	1.264	23.848	-0.043	-0.335	-0.466
O	3.346	10.536	28.23	0.112	-0.128	0.721
O	7.452	-0.337	26.971	0.253	-0.086	-0.003
O	5.419	14.664	27.592	0.118	-0.055	-0.025
O	12.834	0.648	25.892	-0.353	-0.224	0.199
O	8.75	3.943	25.995	-0.178	0.087	-0.526
O	6.663	5.259	27.612	0.057	-0.014	0.044
O	7.916	3.11	28.246	0.077	-0.573	-0.257
O	10.768	10.32	26.351	-0.111	-0.08	0.249
O	11.391	8.482	24.596	-0.471	0.227	-0.202
O	3.787	11.048	25.707	0.327	0.558	-0.438
O	5.252	7.19	28.79	-0.079	-0.037	-0.345
O	8.014	13.806	28.19	-0.135	0.007	-0.068
O	12.432	12.332	25.956	0.006	0.456	0.083
O	14.471	0.674	28.086	-0.524	-0.188	0.058
O	12.872	3.493	29.139	-0.139	0.134	-0.561
O	13.981	4.035	31.51	0.132	0.567	-0.223
O	10.856	1.948	29.854	-0.134	-0.548	-0.499
O	7.757	4.012	30.58	-0.365	0.269	0.316
O	9.739	7.958	26.714	-0.363	0.097	-0.257
O	12.307	8.25	26.988	0.556	-0.143	-0.137
O	12.778	8.843	29.476	-0.364	-0.075	0.499
O	0.355	11.014	25.066	0.448	-0.082	-0.176
O	15.082	12.497	26.517	-0.056	0.496	0.048
O	15.142	2.261	29.975	0.302	0.173	0.479
O	0.762	0.263	32.184	-0.134	0.51	0.294
O	3.509	13.047	27.571	-0.571	-0.034	0.071
O	1.367	1.33	25.831	0.153	-0.123	0.555
O	3.107	2.155	28.752	-0.32	0.2	0.144
O	2.685	0.323	30.442	0.131	-0.414	0.001
O	15.167	4.776	29.106	0.258	-0.084	0.188
O	3.247	0.318	32.859	-0.234	-0.325	0.312
O	5.669	2.505	29.613	-0.135	-0.386	0.388
O	1.093	11.344	31.921	-0.065	0.098	-0.524
O	0.401	8.808	31.218	-0.361	-0.487	0.147
O	2.693	9.281	32.449	-0.098	0.21	0.229
O	4.407	4.671	29.072	-0.169	0.312	0.423
O	7.832	1.403	30.358	0.688	0.19	-0.113
O	5.674	0.585	31.7	-0.218	0.141	-0.468
O	9.164	5.586	27.757	0.444	-0.23	-0.138
O	10.021	11.538	31.272	-0.364	-0.423	-0.394
O	4.625	8.974	30.729	-0.313	0.608	-0.622
O	4.255	7.045	32.313	0.158	-0.121	-0.58
O	12.24	2.195	32.055	0.165	-0.559	-0.196
O	10.41	4.452	29.727	0.026	0.388	-0.093
O	8.294	11.263	28.218	0.19	-0.388	0.426
O	1.112	9.128	28.784	0.334	-0.477	-0.197
O	9.463	14.62	22.831	0.597	-0.325	-0.144
O	6.834	7.623	30.929	-0.256	-0.187	0.587
O	9.05	6.04	31.274	0.134	0.035	0.346
O	7.983	-0.655	31.987	-0.091	-0.495	0.083
O	15.372	-0.421	30.444	-0.246	-0.389	-0.272
O	13.512	10.772	27.741	-0.031	-0.34	-0.255
O	13.317	6.394	28.525	-0.276	-0.348	-0.085
O	9.325	8.584	31.418	0.066	0.198	-0.56
O	9.884	3.366	31.944	0.075	-0.055	0.255
O	1.937	2.508	31.863	-0.338	0.108	-0.699
O	12.494	11.332	30.051	0.282	-0.09	0.205
O	11.801	13.419	31.349	0.035	0.427	-0.471
O	10.917	7.117	28.918	-0.063	-0.252	0.643
O	15.013	10.031	29.707	0.067	0.359	0.348
Si	16.36	16.115	5.289	0.008	0	0
Si	2.83	2.448	5.414	0.016	-0.025	0.007
Si	0.112	5.168	5.444	0.013	-0.01	0.007
Si	2.876	7.971	5.434	-0.011	-0.005	0.014
Si	0.069	10.722	5.363	-0.025	-0.021	-0.004
Si	2.8	13.425	5.321	-0.028	-0.01	0.012
Si	5.535	16.054	5.279	0.001	0.014	-0.01
Si	8.302	2.493	5.35	0	-0.016	0.022
Si	5.564	5.242	5.341	0.011	-0.006	-0.013
Si	8.273	7.942	5.358	-0.014	-0.011	0
Si	5.585	10.665	5.333	0.005	-0.016	-0.006
Si	8.301	13.35	5.216	-0.008	0.018	-0.01
Si	10.966	16.041	5.282	-0.006	-0.002	-0.015
Si	13.709	2.436	5.324	0.027	0.012	-0.011
Si	10.978	5.169	5.382	0.023	0.003	0.003
Si	13.688	7.947	5.468	-0.009	-0.002	0.031
Si	10.965	10.655	5.317	-0.028	0	-0.014
Si	13.672	13.403	5.32	0.007	0.009	-0.007
Si	1.421	1.1	6.712	-0.001	0.016	-0.002
Si	4.211	3.853	6.707	-0.009	0	-0.002
Si	1.494	6.569	6.744	0.015	0.007	-0.004
Si	4.242	9.328	6.751	0.014	-0.016	0.014
Si	1.465	12.052	6.706	0.018	0.007	-0.008
Si	4.173	14.75	6.692	-0.011	-0.007	-0.011
Si	6.899	1.112	6.652	-0.003	0.014	-0.006
Si	9.637	3.821	6.749	0.006	-0.009	-0.001
Si	6.905	6.592	6.725	0.007	0.02	-0.013
Si	9.636	9.293	6.712	0.004	-0.026	0.005
Si	6.95	12.03	6.66	-0.007	-0.015	-0.011
Si	9.602	14.709	6.652	-0.001	0.009	-0.001
Si	12.348	1.066	6.67	0.022	-0.022	-0.014
Si	15.037	3.802	6.739	0.002	0	-0.01
Si	12.308	6.557	6.756	-0.018	0.026	0.003
Si	15.076	9.328	6.752	-0.003	-0.004	-0.008
Si	12.32	12.027	6.682	-0.012	0.012	-0.017
Si	15.041	14.747	6.688	-0.006	0.006	0.005
Si	0.091	2.466	8.093	-0.013	-0.009	0.009
Si	2.809	16.085	8.067	-0.009	0.001	0.007
Si	0.124	7.945	8.082	0.01	0.028	-0.002
Si	2.849	5.199	8.087	-0.003	0.007	-0.001
Si	0.093	13.395	8.061	0.011	-0.004	-0.009
Si	2.834	10.683	8.067	-0.001	0.003	-0.007
Si	5.564	2.476	8.05	-0.002	-0.006	-0.006
Si	8.258	16.079	8.026	-0.012	-0.012	-0.012
Si	5.564	7.939	8.107	-0.014	-0.003	0.008
Si	8.267	5.21	8.074	-0.001	-0.005	-0.002
Si	5.555	13.373	8.024	0.023	0.016	-0.011
Si	8.268	10.657	8.058	0.003	-0.007	-0.007
Si	11.009	2.444	8.061	0	0.02	0
Si	13.697	16.078	8.08	-0.009	-0.007	0.013
Si	10.966	7.931	8.1	-0.006	-0.027	0.007
Si	13.692	5.191	8.087	0.009	0.01	-0.01
Si	10.965	13.376	8.05	0.004	-0.004	0.003
Si	13.681	10.676	8.073	-0.001	-0.022	0.002
Si	1.465	3.844	9.43	0.003	-0.002	-0.006
Si	4.181	1.132	9.41	-0.019	0.009	0.003
Si	1.481	9.309	9.432	0.017	-0.025	0.007
Si	4.198	6.566	9.448	0.009	0.005	0
Si	1.458	14.73	9.437	0	-0.007	0.001
Si	4.204	12.028	9.422	-0.001	-0.007	0.002
Si	6.913	3.838	9.427	0.007	0.009	0.001
Si	9.624	1.104	9.412	0.007	-0.017	-0.004
Si	6.922	9.303	9.45	0.002	-0.01	0.01
Si	9.617	6.561	9.452	-0.001	0.031	0.001
Si	6.902	14.73	9.398	-0.009	0.013	-0.003
Si	9.625	12.005	9.423	-0.015	-0.007	0.002
Si	12.341	3.821	9.442	-0.004	-0.015	-0.007
Si	15.054	1.118	9.454	0.01	0.005	0.002
Si	12.344	9.294	9.436	-0.003	0.004	-0.003
Si	15.068	6.57	9.42	-0.004	-0.002	-0.006
Si	12.328	14.722	9.427	0.011	0.003	0.006
Si	15.058	12.025	9.427	-0.005	0.013	-0.01

Results
total energy: -115451.392 eV
total energy less fixed offsets of O -438.35, Si -107.03 eV per atom: 14.948 eV
